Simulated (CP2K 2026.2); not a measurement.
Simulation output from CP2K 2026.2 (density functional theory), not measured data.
Periodic cell of 512 atoms, Si360O152, from a study of silicon, its oxide and their interface. The atomic structure is a simulated model.
Doubt: the forces sum to 2.96 eV/angstrom along one axis rather than to zero, so they err by at least 0.0058 eV/angstrom per atom on average; the grid cutoff is modest.

Settings
functional: PBE
method: Gaussian and plane waves
basis set: DZVP-MOLOPT-SR-GTH
pseudopotentials: GTH-PBE
grid cutoff: 300 Ry, relative cutoff 40 Ry
k points: Gamma only
occupations: fixed
spin: none
net charge: 0

Cell vectors (angstrom)
a 16.32 0 0
b 0 16.32 0
c -8.1821 1.292 35.0947

Atoms and the computed forces on them: element, x, y, z (angstrom), force x, y, z (eV/angstrom)
Si 1.344 -2.471 -3.863 -0.08 -0.031 -0.004
Si -4.724 7.244 25.302 0.082 -0.117 0.002
Si 4.529 7.746 -3.088 0.063 -0.04 0.222
Si -6.91 3.919 -4.514 -0.078 -0.043 0.013
Si 5.051 -5.697 -2.5 -0.032 0.071 -0.05
Si 2.803 -3.857 -1.751 0.262 0.426 0.294
Si 3.061 0.047 -3.95 -0.089 0.094 -0.05
Si 1.467 -2.257 -6.769 -0.048 -0.029 -0.08
Si 4.169 -1.132 -6.414 -0.008 -0.025 0.054
Si -4.364 4.645 -5.809 -0.06 0.035 0.075
Si -9.414 5.092 -5.416 -0.13 -0.04 0.137
Si -5.874 -1.917 -2.63 0.109 0.024 0.103
Si -4.815 -4.463 -6.8 -0.114 0.066 0.037
Si -5.054 -1.562 -5.647 -0.014 -0.035 0.056
Si -7.181 -4.192 -8.8 -0.079 0.105 0.02
Si -1.069 -6.905 -2.28 -0.005 -0.011 0.061
Si -5.354 -4.869 -2.406 0.044 -0.005 0.025
Si 1.28 1.484 -2.068 0.04 -0.106 0.126
Si -0.131 -0.408 0.043 -0.38 -0.324 0.368
Si 3.11 2.91 0.061 -0.223 -0.052 0.724
Si 0.211 5.544 -0.15 -0.15 -0.154 0.743
Si 2.922 7.158 -0.619 0.266 -0.242 0.463
Si 1.514 -6.488 -0.555 -0.514 0.138 0.469
Si 3.299 -2.248 -0.013 -0.004 0.063 -0.082
Si 4.951 -0.312 0.056 0.01 -0.069 0.064
Si -9.568 2.703 -3.96 -0.036 0.1 0.097
Si 5.503 4.935 0.15 0.089 -0.019 0.581
Si -7.791 8.65 0.378 0.357 0.159 0.5
Si 5.948 11.355 0.352 0.105 0.417 0.492
Si -8.806 -3.132 -0.071 -0.042 -0.018 -0.043
Si -5.078 0.075 -0.295 0.132 -0.356 0.581
Si -2.987 2.385 0.037 0.114 0.093 0.851
Si -5.218 5.837 -0.144 -0.372 -0.323 0.044
Si -2.875 7.993 -0.003 0.079 0.17 0.663
Si -5.956 -6.023 0.317 -0.319 -0.066 0.573
Si -1.615 -2.312 -0.361 0.508 0.559 0.272
Si -1.357 1.222 1.305 0.008 0.07 -0.047
Si 1.387 4.03 1.24 -0.016 0.018 -0.001
Si -1.303 6.781 1.246 0.048 0.029 -0.027
Si 0.785 10.105 1.599 -0.027 0.009 -0.049
Si -0.829 -4.433 1.585 0.024 -0.249 0.442
Si 1.504 -1.424 1.369 0.005 -0.001 -0.022
Si 4.077 1.318 1.48 -0.009 0.108 -0.072
Si 7.01 3.773 1.494 -0.378 0.372 0.19
Si 4.209 6.557 1.283 0.025 0.031 -0.051
Si 6.891 9.671 1.659 -0.005 -0.042 -0.016
Si 4.144 12.397 1.448 0.094 -0.071 -0.071
Si -9.665 -1.398 1.316 -0.016 -0.008 -0.072
Si -7.141 1.581 1.378 0.2 -0.104 0.71
Si -4.169 4.089 1.194 0.002 0.019 -0.011
Si -6.72 6.838 1.418 -0.049 0.033 -0.041
Si -4.084 -6.876 1.461 -0.011 -0.003 -0.092
Si -6.957 -4.078 1.239 0.006 -0.033 -0.04
Si -4.081 -1.311 1.351 -0.377 0.39 0.138
Si -2.731 -0.002 2.764 -0.004 -0.048 0.006
Si 0.016 2.659 2.607 -0.033 -0.013 0.005
Si -2.7 5.388 2.592 -0.031 -0.007 -0.004
Si -0.076 8.203 2.692 0.04 -0.04 0.01
Si -2.699 -5.422 2.682 0.052 -0.002 0.014
Si 0.161 -2.73 2.841 -0.047 0.024 0.027
Si 2.679 0.015 2.806 0.012 -0.053 0.022
Si 5.482 2.618 2.842 -0.026 0.029 0.004
Si 2.702 5.403 2.674 -0.022 -0.018 0.035
Si 5.393 8.149 2.634 -0.027 0.01 0.029
Si 2.687 10.994 2.704 -0.02 -0.013 0.041
Si 5.442 -2.656 2.892 0.047 0.042 -0.059
Si -8.263 -0.031 2.665 0.004 0.036 0.002
Si -5.515 2.778 2.641 0.007 -0.035 -0.005
Si -8.135 5.43 2.701 0.017 -0.025 0.005
Si -5.363 8.095 2.872 -0.031 0.013 0.023
Si -8.083 -5.309 2.945 0.039 0.035 -0.017
Si -5.508 -2.729 2.584 -0.008 0.019 -0.041
Si -1.333 -1.37 4.079 -0.038 0.005 -0.004
Si 1.312 1.371 4.101 -0.019 0.024 0.011
Si -1.348 4.041 3.975 0.007 0.013 -0.014
Si 1.36 6.836 4.001 0.013 0.002 -0.015
Si -1.427 9.502 4.116 0.042 0.039 -0.032
Si 1.46 12.272 4.237 0 -0.025 0.026
Si 4.06 -1.306 4.193 -0.007 -0.029 -0.03
Si 6.805 1.269 4.182 -0.01 0.021 0.032
Si 4.064 4.059 4.071 -0.023 0.006 -0.01
Si -9.546 6.803 4.017 0.015 0.002 -0.001
Si 4.033 9.528 3.999 0.013 -0.004 0.002
Si -9.515 12.311 4.232 0.024 0.007 0.017
Si -6.827 -1.355 4 0.054 0.017 0.02
Si -4.118 1.416 4.023 -0.027 -0.008 0.014
Si -6.795 4.1 4.103 -0.032 -0.028 0.019
Si -3.998 6.702 4.116 0.006 -0.005 -0.019
Si -6.732 -6.791 4.163 0.034 -0.015 0.014
Si -4.104 -4.056 3.993 0.001 0.013 0.003
Si -0.024 0.006 5.464 0.012 -0.012 -0.009
Si 2.704 2.718 5.446 0.026 -0.007 -0.002
Si -0.003 5.442 5.352 -0.009 -0.006 0.001
Si 2.706 8.172 5.403 -0.001 0.029 0.002
Si -0.004 10.865 5.441 -0.006 -0.006 0.003
Si 2.759 -2.68 5.574 0.008 0.023 0.036
Si 5.43 -0.002 5.562 0.005 -0.02 0.009
Si -8.146 2.706 5.447 0.003 0.011 -0.004
Si -10.882 5.437 5.408 0.013 -0.011 -0.01
Si -8.173 8.151 5.417 -0.022 0.015 -0.007
Si -10.913 10.86 5.432 -0.014 -0.001 -0.002
Si -8.126 -2.653 5.504 0.002 -0.001 -0.004
Si -5.459 0.014 5.375 -0.019 -0.024 -0.012
Si -2.723 2.735 5.394 0.006 -0.012 -0.016
Si -5.413 5.41 5.469 0.016 0.003 0.016
Si -2.72 8.126 5.488 -0.039 0 0.023
Si -5.376 -5.413 5.464 -0.025 -0.007 0.008
Si -2.733 -2.726 5.394 0.01 -0.023 0.02
Si -1.357 1.351 12.262 0.005 0 -0.004
Si 1.348 4.08 12.242 0.005 0.019 0.01
Si -1.36 6.812 12.223 -0.026 0.01 0.001
Si 1.36 9.511 12.239 0.024 -0.005 -0.008
Si -1.345 -4.078 12.244 0.026 -0.029 0.002
Si 1.345 -1.349 12.254 -0.008 0.007 -0.008
Si 4.082 1.368 12.246 0.004 -0.018 0.001
Si -9.533 4.09 12.253 0.003 0.02 -0.008
Si 4.084 6.796 12.253 0.031 -0.009 0.001
Si -9.536 9.517 12.227 -0.019 -0.004 0.007
Si 4.054 -4.069 12.233 -0.037 0.025 -0.005
Si 6.811 -1.366 12.232 0.008 -0.023 -0.003
Si -6.791 1.371 12.242 -0.008 0.002 -0.003
Si -4.061 4.074 12.242 0.017 -0.019 0.001
Si -6.793 6.79 12.216 0.017 -0.015 -0.004
Si -4.098 9.532 12.226 -0.022 0.025 -0.009
Si -6.793 -4.081 12.247 0 0.015 -0.004
Si -4.066 -1.352 12.26 -0.018 0.003 0.018
Si -2.703 -0.007 13.639 0.011 0.003 -0.007
Si 0.002 2.718 13.614 -0.007 -0.021 -0.012
Si -2.696 5.447 13.591 0.028 0.018 -0.006
Si -0.006 8.159 13.598 0.009 0.011 -0.015
Si -2.725 -5.434 13.578 -0.012 0.002 -0.008
Si 0.001 -2.719 13.63 0.003 0.01 -0.006
Si 2.719 0.01 13.606 -0.018 0.002 -0.005
Si 5.429 2.727 13.622 0.008 -0.002 -0.002
Si 2.705 5.434 13.595 -0.004 -0.002 -0.008
Si 5.434 8.174 13.608 -0.013 -0.008 0.003
Si 2.691 10.895 13.597 0.012 -0.016 0.007
Si 5.425 -2.712 13.582 0.021 0.002 -0.004
Si -8.147 -0.004 13.584 0 -0.001 -0.007
Si -5.411 2.707 13.605 0.006 0.009 0.005
Si -8.154 5.45 13.591 -0.01 0.003 -0.007
Si -5.451 8.155 13.583 -0.001 0.006 -0.008
Si -8.176 -5.447 13.58 -0.005 0.02 -0.002
Si -5.432 -2.714 13.601 -0.012 -0.031 -0.002
Si -1.356 -1.378 15.014 -0.009 -0.023 0.006
Si 1.373 1.373 14.978 0.015 0.015 -0.011
Si -1.336 4.098 14.97 0.001 0.025 -0.005
Si 1.346 6.785 14.955 -0.016 -0.022 -0.006
Si -1.378 -6.794 14.939 0.006 -0.003 0.001
Si 1.336 -4.093 15.004 0.009 0.002 0.005
Si 4.072 -1.36 14.961 0.003 0.021 0.007
Si -9.52 1.329 14.944 0.013 -0.011 -0.008
Si 4.04 4.08 14.977 -0.038 -0.004 -0.003
Si -9.489 6.836 14.952 0 0.021 0
Si 4.045 9.54 14.946 0.012 0.015 -0.011
Si -9.553 -4.093 14.928 -0.023 -0.001 -0.009
Si -6.777 -1.34 14.956 0.02 -0.008 -0.006
Si -4.047 1.365 14.999 -0.008 -0.033 0.004
Si -6.787 4.073 14.927 0.003 -0.001 -0.011
Si -4.056 6.818 14.931 -0.003 0 -0.022
Si -6.838 9.496 14.938 0.002 -0.022 0.001
Si -4.057 -4.063 14.948 0.004 0.031 0.003
Si 0.046 -0.014 16.324 -0.004 -0.025 0.02
Si 2.688 2.732 16.399 0.009 -0.003 -0.028
Si 0.066 5.391 16.368 0.033 0.001 -0.026
Si 2.624 8.226 16.278 0.055 0.003 0.009
Si -0.136 -5.386 16.351 -0.023 0.017 -0.008
Si 2.783 -2.782 16.33 0.007 0.003 0.014
Si 5.403 0.027 16.331 -0.02 0.006 -0.018
Si -8.106 2.653 16.262 0.026 0.011 0.022
Si 5.415 5.498 16.235 0.027 -0.003 -0.015
Si -8.183 8.195 16.395 -0.018 0.014 0.017
Si 5.432 10.853 16.317 0.006 0 -0.03
Si -8.195 -2.702 16.233 -0.022 -0.018 0.018
Si -5.376 -0.038 16.361 -0.011 0.009 -0.013
Si -2.712 2.785 16.337 0.045 0.021 0.035
Si -5.445 5.474 16.251 -0.001 0.025 -0.009
Si -2.65 -8.208 16.314 -0.008 0.015 0.025
Si -5.41 -5.488 16.212 -0.007 -0.011 -0.004
Si -2.751 -2.712 16.396 -0.013 -0.046 -0.017
Si -1.282 1.426 17.624 0.008 -0.023 0.05
Si 1.411 4.099 17.855 -0.021 0.001 0.017
Si -1.305 6.713 17.707 -0.013 0.034 0
Si 1.17 -6.795 17.644 -0.029 -0.005 -0.017
Si -1.499 -4.081 17.838 0.01 -0.003 0.003
Si 1.421 -1.43 17.647 -0.002 0.026 0.012
Si 4.059 1.384 17.751 0.042 -0.005 0.019
Si -9.532 4.052 17.459 -0.088 0.032 -0.002
Si 4.078 6.934 17.561 -0.016 -0.002 0.041
Si -9.584 9.559 17.781 -0.038 -0.036 -0.055
Si 4.115 -4.162 17.745 -0.009 -0.008 -0.002
Si 6.743 -1.386 17.627 0.024 -0.057 0.015
Si -6.722 1.326 17.684 0.002 0.017 0.032
Si -4.129 4.17 17.66 -0.017 -0.011 0.015
Si -6.742 6.817 17.667 0.012 0.011 -0.034
Si -4.038 -6.822 17.59 -0.044 0.043 -0.006
Si -6.788 -4.097 17.465 0.065 0.018 0.034
Si -4.045 -1.359 17.83 0.004 0.001 0.038
Si -2.611 0.149 19.06 -0.021 -0.022 0.019
Si 0.029 2.662 19.191 0.012 -0.017 0.052
Si -2.718 5.418 19.08 0.029 0.007 0.043
Si -0.092 8.146 19.128 -0.003 -0.018 0.007
Si -2.918 -5.508 19.202 -0.045 0.023 -0.007
Si -0.045 -2.649 19.045 -0.066 -0.036 0.042
Si 2.789 -0.13 19.069 -0.011 -0.016 0.043
Si 5.459 2.858 18.982 -0.028 -0.039 0.057
Si 2.857 5.606 19.02 -0.012 0.002 0.003
Si 5.25 8.273 19.137 -0.018 0.026 0.023
Si 2.528 -5.452 18.973 0.021 0.012 0.059
Si 5.575 -2.856 19.1 0.056 -0.037 0.022
Si -8.165 -0.061 18.944 -0.005 0.077 -0.017
Si -5.412 2.782 19.05 -0.043 -0.012 0.058
Si -8.218 5.416 18.792 -0.039 -0.004 0.079
Si -5.293 -8.193 19.003 0.005 -0.055 0.022
Si -8.06 -5.388 18.936 0.019 -0.039 0.04
Si -5.515 -2.859 18.982 0.043 0.032 -0.003
Si -0.771 -0.751 20.234 0.108 0.11 -0.035
Si 1.136 0.884 20.401 -0.271 -0.107 -0.478
Si -1.801 3.638 20.387 -0.041 -0.033 0.025
Si 1.741 7.232 20.327 -0.024 -0.026 0.064
Si -1.944 -7.318 20.41 -0.119 -0.225 -0.557
Si 2.653 -2.915 21.775 0.052 -0.035 0.114
Si 4.13 -1.595 20.411 0.085 0.027 0.092
Si -9.327 1.566 20.16 -0.166 -0.156 -0.745
Si 4.773 4.804 20.192 0.071 0.108 -0.083
Si -9.819 6.519 20.064 -0.259 -0.122 -0.419
Si 3.282 -7.184 20.373 0.029 -0.272 -0.514
Si 7.527 -3.629 20.318 0.034 0.237 -0.498
Si -7.214 -1.813 20.197 -0.016 0.001 0.015
Si -3.614 1.868 20.335 -0.003 0.016 -0.041
Si -7.212 3.852 20.205 0.288 0.19 -0.719
Si -3.632 7.168 20.436 0.009 -0.025 0.074
Si -6.389 -6.498 20.15 0.162 0.3 -0.475
Si -4.829 -4.629 20.436 -0.073 0.025 -0.041
Si -10.69 0.507 -2.099 -0.182 0.067 0.692
Si -3.715 4.116 -8.89 0.027 0.024 0.065
Si 4.885 -6.116 24.737 -0.035 -0.054 -0.041
Si 0.237 3.299 -6.597 0.055 -0.007 0.096
Si -1.357 -4.671 25.275 -0.019 0.013 -0.147
Si -7.015 4.087 24.874 0.346 0.077 -0.577
Si -0.947 -5.314 22.387 -0.032 0.025 0.008
Si -2.293 -6.994 -4.828 -0.081 0.686 0.172
Si -8.893 -2.114 -2.344 -0.015 -0.562 0.73
Si -9.156 6.892 -1.789 0.037 0.081 0.148
Si -2.477 -4.918 -3.722 0.124 -0.465 -0.462
Si -1.639 -2.108 -3.445 0.07 -0.092 -0.05
Si -1.118 3.621 -2.197 -0.132 0.017 -0.492
Si -9.906 0.248 -8.164 -0.083 -0.015 0.031
Si -2.717 0.258 -5.047 -0.035 0.143 0.088
Si -4.946 7.478 -4.606 0.101 0.008 0.01
Si -7.605 -7.793 25.058 0.012 0.041 -0.087
Si 1.198 -4.074 20.393 0.261 0.367 -0.413
Si -4.686 1.25 22.363 0.315 0.056 -0.537
Si -6.167 -5.136 25.212 0.065 -0.092 -0.129
Si -7.827 -1.688 -7.007 0.033 -0.167 -0.039
Si -9.971 -2.953 -5.089 -0.03 0.006 0.043
Si -10.608 2.717 -6.692 -0.023 0.096 0.147
Si 1.518 6.142 22.424 -0.096 0.398 -0.502
Si 5.298 7.761 -5.811 -0.014 -0.012 -0.029
Si -1.262 -0.867 22.453 0.181 0.071 -0.638
Si -9.024 1.58 25.04 0.021 0.163 -0.029
Si -3.842 6.005 22.543 -0.068 0.379 -0.636
Si -0.287 0.234 -7.069 0.064 0.103 0.01
Si 2.93 3.54 -7.843 -0.118 0.047 -0.089
Si 4.617 -7.891 -8.74 0.028 0.126 -0.018
Si -9.849 -5.362 22.358 0.155 0.082 0.068
Si -6.498 -6.212 -4.815 0.012 -0.048 -0.001
Si 0.143 -4.243 -8.861 -0.095 -0.029 0.009
Si -2.26 -6.077 -7.717 0.087 -0.038 0
Si -8.37 -7.907 22.015 0.125 -0.092 -0.134
Si 4.206 5.024 22.4 0.293 0 -0.513
Si 1.491 -1.799 23.531 0.345 -0.199 -0.563
Si 4.484 2.918 24.542 -0.025 0.006 -0.003
Si 2.792 0.849 23.175 -0.109 0.055 -0.285
Si -2.92 -3.184 23.202 -0.601 -0.141 -0.109
Si 5.428 -0.406 21.947 -0.203 -0.383 -0.564
Si -6.413 -1.519 22.379 -0.411 -0.363 0.119
Si -5.147 -3.63 22.649 0.262 0.386 -0.345
Si 3.605 -4.978 22.457 -0.504 0.577 -0.145
Si -8.466 -1.187 23.646 0.501 -0.104 -0.317
Si 3.583 7.3 24.106 -0.034 0.057 -0.12
Si -0.754 4.902 -9.001 0.082 -0.039 -0.064
Si -6.242 5.817 -2.325 0.218 -0.006 0.664
Si -9.584 -5.842 -4.994 0.022 -0.021 0.101
Si -1.948 3.283 -4.364 0.117 0.111 0.505
Si -1.268 4.537 22.538 -0.063 -0.429 -0.663
Si -5.98 3.929 22.79 -0.227 0.087 0.528
Si -2.041 1.767 23.831 -0.06 0.096 -0.213
Si -1.386 1.375 6.791 -0.008 -0.007 -0.002
Si 1.344 4.101 6.768 -0.017 0.01 -0.01
Si -1.33 6.772 6.794 0.016 -0.003 0.002
Si 1.353 9.51 6.799 0.021 -0.008 0.004
Si -1.378 -4.083 6.78 -0.006 -0.003 -0.007
Si 1.343 -1.327 6.851 -0.004 -0.002 0.012
Si 4.058 1.386 6.846 -0.012 0.005 0.017
Si -9.522 4.079 6.784 -0.016 -0.012 0
Si 4.078 6.808 6.763 -0.013 0.01 0.005
Si -9.533 9.508 6.783 -0.004 0.006 0.009
Si 4.107 -4.095 6.856 0.004 -0.008 0.001
Si -9.503 -1.348 6.884 -0.002 0.012 0.01
Si -6.784 1.353 6.8 -0.002 -0.002 0.002
Si -4.058 4.061 6.814 -0.015 0.008 0.015
Si -6.799 6.798 6.782 0.001 -0.003 -0.002
Si -4.067 -6.805 6.828 0 0.009 0.013
Si -6.77 -4.063 6.811 0.019 0 0.004
Si -4.088 -1.347 6.749 0.005 0.014 -0.004
Si -2.735 0.001 8.142 -0.021 0.01 0.012
Si -0.008 2.734 8.143 -0.004 0.011 -0.012
Si -2.704 5.433 8.161 -0.013 0.003 -0.002
Si 0.012 8.143 8.163 -0.001 0.004 0.014
Si -2.708 -5.44 8.171 0.031 -0.016 0.006
Si -0.026 -2.72 8.159 -0.006 -0.004 0
Si 2.708 0.022 8.203 0.01 0.001 -0.003
Si -10.88 2.744 8.174 -0.012 0.01 0.011
Si 2.715 5.451 8.134 0.002 -0.004 -0.005
Si -10.888 8.154 8.149 0.014 0 0.003
Si 2.709 -5.449 8.171 -0.013 0.009 0.003
Si -10.859 -2.734 8.211 0.022 -0.016 -0.003
Si -8.141 0.027 8.201 -0.007 0.008 0.004
Si -5.424 2.704 8.165 0.014 -0.023 0.011
Si -8.156 5.436 8.145 0.005 0.004 -0.005
Si -5.455 -8.159 8.159 -0.012 0.007 -0.002
Si -8.163 -5.44 8.138 -0.016 -0.002 -0.013
Si -5.418 -2.7 8.16 0.003 0.005 -0.007
Si -1.376 -1.355 9.516 0.001 0.001 -0.003
Si 1.342 1.383 9.534 0.015 -0.008 0.001
Si -1.356 4.075 9.526 -0.002 0.009 0.001
Si 1.372 6.795 9.523 0.008 0 -0.002
Si -1.351 9.514 9.518 -0.008 0.013 0.007
Si 1.345 -4.077 9.516 0.003 -0.014 -0.002
Si 4.079 -1.355 9.538 -0.016 0 -0.01
Si -9.518 1.384 9.539 0.01 0.004 -0.003
Si -12.251 4.099 9.518 0.015 -0.001 -0.004
Si -9.522 6.794 9.506 -0.001 -0.001 0.003
Si -12.246 9.51 9.519 -0.002 -0.002 0.006
Si -9.502 -4.098 9.541 -0.006 0.015 0.004
Si -6.78 -1.354 9.535 0 0.003 -0.001
Si -4.073 1.351 9.53 -0.01 0 0.003
Si -6.795 4.076 9.51 0 -0.008 -0.006
Si -4.078 6.799 9.506 0.009 0.003 -0.002
Si -6.813 -6.797 9.512 -0.005 -0.003 0
Si -4.067 -4.068 9.523 -0.006 -0.001 -0.003
Si -0.012 0.004 10.882 -0.011 0.007 -0.001
Si 2.717 2.732 10.885 -0.012 0.014 0
Si 0.002 5.442 10.876 0.006 -0.009 0.002
Si 2.727 8.152 10.888 0 0.006 0.008
Si 0.003 10.874 10.881 0.004 0 0.001
Si 2.698 -2.709 10.881 0.015 0.001 -0.005
Si 5.446 0.008 10.89 0.016 0.006 -0.006
Si -8.156 2.739 10.896 -0.006 0.003 0.001
Si -10.883 5.447 10.88 -0.018 -0.001 0.003
Si -8.169 8.156 10.871 -0.004 0.007 0.002
Si -10.896 10.879 10.881 0.022 -0.004 0.001
Si -8.143 -2.725 10.882 0 -0.02 -0.003
Si -5.427 0.002 10.898 0.008 -0.002 -0.001
Si -2.707 2.709 10.888 -0.001 -0.011 0
Si -5.426 5.427 10.869 -0.007 0.01 -0.008
Si -2.731 8.167 10.871 0.008 -0.007 0.002
Si -5.448 -5.43 10.862 -0.016 -0.001 0.002
Si -2.714 -2.714 10.894 0.005 0.009 0.007
O 0.637 0.203 -1.301 0.288 -0.001 -0.323
O -9.638 -0.682 -2.339 0.304 0.072 -0.116
O -0.525 3.355 -5.174 0.361 -0.057 0.535
O -2.301 3.102 -1.234 -0.252 0.31 -0.262
O 1.449 6.473 -0.678 -0.097 0.24 -0.118
O -10.199 7.46 -2.884 0.19 0.016 -0.542
O -2.013 -4.096 22.17 0.169 0.249 -0.327
O 4.351 0.363 -3.064 -0.122 -0.178 -0.41
O -4.808 6.204 -5.611 -0.079 0.219 -0.389
O 2.524 2.125 -1.246 0.396 -0.084 0.006
O -8.657 -8.156 -0.934 -0.316 0.111 -0.289
O -0.553 4.993 -1.5 -0.247 0.536 -0.343
O -10.795 -5.808 -0.979 0.097 -0.556 0.008
O 2.262 2.614 -9.014 0.288 -0.481 0.164
O -4.012 1.271 -0.589 -0.118 -0.121 -0.208
O -7.796 5.082 -5.249 0.344 0.359 -0.205
O -3.989 6.897 -0.504 0.134 -0.126 -0.111
O -2.124 -7.645 -1.288 -0.283 -0.227 -0.356
O -5.196 -5.795 -1.116 0.504 -0.181 -0.215
O -4.546 -2.921 -6.384 0.373 -0.008 -0.108
O -1.512 -5.35 -2.466 0.102 0.384 0.67
O 2.708 -7.57 -0.517 0.468 0.22 0.131
O -8.228 2.694 0.822 -0.068 -0.071 -0.335
O -6.501 0.787 0.089 -0.24 0.128 -0.351
O -0.977 -3.758 0.075 0.152 -0.305 -0.339
O -2.999 -2.215 0.487 -0.17 -0.501 -0.15
O -3.63 1.58 23.564 -0.047 0.173 0.57
O -1.995 -3.457 -4.291 0.069 0.117 -0.704
O -9.467 -6.763 21.652 -0.363 -0.041 -0.585
O -1.772 1.357 25.346 0.288 -0.136 0.118
O -8.23 2.656 20.672 -0.102 0.012 0.469
O -10.029 0.879 21.453 0.029 0.223 0.18
O 4.528 6.532 22.997 0.384 0.527 0.028
O -10.331 -7.068 -8.985 0.272 0.18 0.271
O -8.807 -4.193 21.912 0.086 0.285 0.235
O -2.658 1.796 -4.519 -0.385 0.015 0.336
O -2.415 -3.566 24.707 -0.106 0.534 0.443
O -0.078 -1.763 -3.624 0.223 0.442 -0.315
O 0.422 -6.947 -1.671 -0.09 -0.338 -0.4
O 1.996 -0.315 23.965 0.106 0.237 0.442
O -8.504 0.366 24.121 0.137 0.142 -0.05
O -6.169 7.911 25.383 -0.161 0.082 -0.085
O 4.9 3.898 23.323 0.543 -0.077 -0.306
O 3.467 0.039 -5.518 -0.136 0.785 -0.276
O -8.005 -5.953 -5.321 0.017 0.09 -0.517
O 3.661 6.863 -2.048 -0.094 -0.429 -0.329
O -8.94 7.045 21.378 0.054 -0.242 0.177
O -5.308 6.882 -3.138 0.236 0.204 0.194
O 4.53 7.895 -7.217 -0.481 -0.165 0.179
O -7.674 -2.775 -8.198 -0.256 0.209 -0.402
O 4.218 7.426 -4.644 -0.538 -0.201 -0.208
O 5.079 -4.808 21.77 0.004 0.168 -0.277
O 1.778 3.815 -6.713 0.049 0.423 0.198
O -5.802 -4.755 23.674 0.116 -0.222 -0.031
O -6.881 4.611 21.616 0.041 0.443 0.23
O -9.948 5.74 -0.974 0.178 0.003 -0.011
O 4.318 -7.63 24.522 0.365 -0.003 0.053
O -6.956 -7.323 21.471 0.237 -0.11 0.335
O -0.999 -5.227 -8.269 0.098 0.066 0.185
O 3.751 -5.144 24.078 -0.455 0.375 0.398
O -4.095 -0.254 -5.748 -0.221 0.37 -0.278
O 2.547 -1.438 -3.591 0.285 -0.13 0.482
O -8.558 -0.392 -7.589 0.179 0.647 0.12
O -8.15 -8.133 23.585 0.042 0.065 0.074
O 1.874 1.233 21.87 0.009 0.498 0.307
O -2.45 -0.78 -3.842 -0.445 0.173 0.524
O -4.484 4.502 22.465 0.172 -0.243 -0.156
O -3.399 -5.018 -7.302 0.266 0.512 0.015
O 3.024 -2.015 -7.161 0.214 -0.113 -0.489
O -5.261 -0.783 -1.661 0.362 0.013 -0.431
O -3.565 -7.993 -4.639 -0.034 -0.012 0.031
O 4.242 0.221 22.843 0.077 -0.117 0.253
O 0.142 5.331 22.717 -0.014 0.173 0.299
O -2.902 -7.092 -8.817 -0.209 -0.461 0.209
O 2.262 -5.09 -0.857 0.328 -0.067 0.498
O 5.036 -2.083 -5.43 -0.071 -0.238 0.261
O -9.911 1.819 -7.825 0.314 0.251 -0.458
O -0.478 6.505 -9.036 -0.295 0.336 0.348
O -8.082 2.872 24.831 -0.07 -0.057 -0.259
O -5.618 3.656 -5.462 -0.048 -0.505 -0.134
O -3.972 -4.724 -3.175 -0.069 -0.267 -0.336
O 4.301 3.951 -0.447 -0.16 0.16 -0.652
O -2.014 -2.42 -1.916 -0.288 -0.143 0.046
O 0.606 -3.082 -7.84 -0.224 0.065 -0.177
O -9.845 -1.369 22.758 -0.056 -0.221 -0.197
O 3.17 -6.465 21.881 -0.428 -0.148 0.439
O -9.935 -5.732 -3.417 0.492 -0.002 0.374
O -7.395 -6.201 25.249 -0.538 0.14 0.183
O 4.188 -7.007 -2.878 -0.303 0.16 -0.4
O -10.358 2.029 -5.227 -0.383 -0.573 0.042
O -5.908 2.315 22.555 -0.259 -0.384 0.033
O -5.361 -5.359 -5.579 0.267 -0.065 0.139
O -10.44 5.856 25.657 0.165 -0.215 -0.616
O -7.435 -1.682 -2.869 -0.029 0.438 -0.462
O -6.464 -5.622 -3.308 -0.504 -0.209 0.336
O 1.481 -5.097 -9.153 0.488 0.222 0.105
O -9.655 -2.98 -3.494 -0.173 -0.323 0.123
O -1.469 3.262 23.548 0.112 0.013 0.41
O 0.229 1.76 -7.091 0.068 -0.14 -0.464
O -9.964 4.311 -4.057 -0.19 0.145 0.557
O 0.132 2.587 -2.206 0.036 -0.016 -0.215
O 0.84 -0.782 -6.542 0.051 0.175 0.185
O -3.073 4.346 -4.867 0.258 0.416 0.227
O -10.578 1.935 24.779 -0.239 -0.536 0.222
O 4.109 -4.368 -2.615 0.363 0.4 -0.441
O 3.128 2.105 24.141 -0.332 0.101 0.286
O 1.407 -3.057 -5.363 0.088 -0.627 0.051
O -3.901 4.345 -7.317 -0.134 0.078 0.193
O 1.572 -3.636 -2.787 -0.54 -0.344 -0.359
O -1.144 -7.567 -3.782 0.467 -0.48 0.01
O 3.522 4.854 -8.6 0.619 0.052 0.096
O -8.588 -2.235 24.888 -0.508 -0.389 0.053
O -0.092 -1.697 23.202 0.074 -0.154 0.269
O -5.354 -0.232 22.478 0.256 -0.236 -0.06
O -1.26 0.701 22.891 0.273 0.179 -0.082
O -3.946 2.547 -9.246 -0.064 -0.208 0.337
O 2.06 7.3 23.478 -0.496 0.506 0.439
O -3.582 -7.945 25.455 0.571 -0.171 -0.324
O -5.756 -3.376 -1.934 -0.143 0.029 0.377
O -1.848 -6.948 -6.399 0.215 -0.26 -0.109
O -7.807 6.268 -2.409 -0.064 -0.149 -0.542
O 1.865 1.068 -3.531 -0.259 0.181 -0.541
O -9.92 6.578 -5.733 0.426 0.218 0.225
O -9.979 1.925 -2.59 0.053 0.186 0.094
O -6.135 -7.787 -4.97 -0.221 -0.275 -0.159
O -6.437 -1.184 -6.373 0.068 0.466 -0.076
O -8.401 -5.263 -8.856 -0.09 -0.177 0.387
O -1.567 0.099 -6.137 -0.034 -0.018 -0.204
O -6.254 4.392 -3.102 0.119 -0.292 0.331
O -5.943 -4.689 -7.917 0.097 -0.329 -0.302
O -10.303 -7.136 -5.6 0.096 0.166 -0.408
O -1.553 -6.752 21.923 -0.163 -0.138 0.365
O 2.585 4.9 22.5 -0.343 -0.546 -0.158
O -8.685 -2.328 -5.814 0.089 0.234 0.29
O -10.166 -4.469 -5.635 -0.403 -0.04 -0.266
O -5.183 -1.918 -4.076 0.224 -0.141 0.003
O 3.332 -6.974 -9.114 -0.021 0.229 0.214
O -2.644 -1.607 22.891 -0.391 0.307 0.279
O -9.902 4.173 -6.667 0.259 0.339 -0.447
O -0.706 -0.222 -8.542 -0.323 -0.463 0.151
O 0.332 -5.019 21.447 0.383 -0.202 -0.13
O -7.938 2.677 -4.223 0.421 -0.679 0.122
O 3.398 6.374 25.424 -0.473 0.061 0.572
O -4.595 6.665 23.806 -0.343 0.217 0.017
O -0.624 4.298 -7.519 -0.308 0.141 0.404
O -7.851 5.463 25.127 0.05 0.285 -0.366
O 5.113 -0.471 -7.531 -0.244 0.045 -0.222
O -10.057 -5.744 23.923 0.581 0.087 0.441
O -2.295 5.74 22.928 0.49 0.419 0.287
O 4.144 2.832 -7.061 -0.112 -0.3 0.258
O 1.569 -2.758 24.814 0.298 -0.398 -0.146
O -0.625 -5.354 23.981 0.613 -0.48 0.067

Results
total energy: -105155.819 eV
total energy less fixed offsets of O -438.25, Si -107.07 eV per atom: 3.381 eV
